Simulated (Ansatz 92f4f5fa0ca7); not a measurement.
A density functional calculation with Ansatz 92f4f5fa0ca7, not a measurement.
Periodic cell of 260 atoms, Si144O116, from a study of silicon, its oxide and their interface. The atomic structure is a simulated model.

Settings
functional: r2SCAN
potential files: Ansatz PAW
basis: plane waves
wave-function cutoff: 800 eV
density cutoff ratio: 5
exchange-correlation grid ratio: 1
k mesh: 1 x 1 x 1, shifted by 0.5 0.5 0 of a step
self-consistency stop: 1e-10 eV per atom in the density residual
occupations: fixed
spin: none
net charge: 0

Cell vectors (angstrom)
a 10.88 0 0
b 0 10.88 0
c 4.8061 -2.0015 37.6799

Atoms and the computed forces on them: element, x, y, z (angstrom), force x, y, z (eV/angstrom)
Si 13.1519 14.2067 21.9704 -0.0102 0.0387 -0.2228
Si 14.1352 12.4849 -2.4615 -0.0081 0.034 0.1462
Si 11.0229 4.5366 -1.9658 0.0365 -0.0485 0.1645
Si 6.9526 12.6322 20.319 0.017 0.0748 -0.1142
Si 16.2375 10.3241 -2.6455 -0.0241 -0.014 0.2096
Si 11.0034 9.0441 -1.8878 0.0373 -0.0068 0.1447
Si 5.5906 14.6616 -2.1581 -0.0041 -0.0075 0.168
Si 7.6612 12.4838 -2.0723 -0.0201 0.0485 0.1679
Si 11.3834 10.0056 0.1913 0.0334 -0.0145 0.139
Si 13.0002 11.767 0.2368 -0.0307 -0.0832 0.121
Si 10.4173 3.5233 0.0844 -0.058 0.0247 0.0999
Si 14.0902 7.314 0.1849 0.0148 0.021 0.1205
Si 4.959 8.9458 0.0399 -0.0773 -0.0387 0.1324
Si 8.6118 12.755 0.0715 0.003 0.0224 0.0991
Si 16.8287 15.4735 0.04 0.0217 -0.0009 0.1352
Si 7.7109 6.2401 0.2192 0.0437 -0.0354 0.047
Si 9.5575 10.9633 1.3258 -0.0125 -0.0073 -0.0441
Si 12.098 13.5155 1.4804 0.026 -0.007 -0.0407
Si 9.4759 5.2689 1.4258 0.0146 0.0209 -0.0273
Si 12.3301 8.2464 1.443 -0.0321 -0.0176 -0.0302
Si 14.9162 10.7985 1.2598 0.0017 0.0198 -0.0828
Si 17.7589 13.7164 1.3626 -0.0131 0.0058 -0.044
Si 15.0449 16.3773 1.325 -0.0176 0.0232 -0.0545
Si 6.7337 8.0652 1.3392 0.0219 -0.0321 -0.0179
Si 8.1523 9.5148 2.5716 0.0065 -0.0033 0.047
Si 10.8028 12.2133 2.9049 0.0405 0.0039 -0.0391
Si 8.1486 4.0556 2.9103 -0.0128 -0.0138 -0.0667
Si 10.8889 6.7711 2.6122 -0.0237 -0.0187 0.0761
Si 13.6458 9.5579 2.8497 -0.0135 -0.0201 -0.0136
Si 16.3189 12.2404 2.5504 0.0332 0.0222 0.0518
Si 13.5961 14.9658 2.5965 -0.0036 -0.0202 0.0415
Si 16.3252 6.7792 2.8352 -0.0459 0.017 -0.0394
Si 9.5168 8.1499 3.9711 0.0245 0.0002 0.03
Si 12.2456 10.8815 4.1788 0.0015 0.0012 0.0447
Si 9.4797 2.6982 4.2313 -0.011 0.0065 0.0367
Si 12.253 5.4346 4.0117 -0.0113 0.0044 -0.0086
Si 14.9808 8.1596 4.1547 0.0161 0.0221 0.0499
Si 6.7997 10.8837 3.9644 -0.0103 -0.0061 0.0277
Si 14.9546 13.5927 3.9666 -0.0115 0.0138 0.031
Si 17.6727 5.4437 4.199 0.0246 0.0173 0.0121
Si 10.8585 9.4599 5.4272 -0.008 -0.0374 -0.0193
Si 13.6355 12.283 5.4425 0.0193 -0.0071 -0.0245
Si 10.8994 4.1013 5.4454 0.0115 0.0083 0.0013
Si 13.5836 6.7803 5.4298 -0.0414 -0.0127 -0.0021
Si 5.4956 9.542 5.4186 -0.0116 0.0198 -0.0137
Si 8.102 12.1843 5.4709 0.0181 0.0106 -0.012
Si 16.2604 4.0424 5.4394 -0.012 -0.0153 -0.0087
Si 8.193 6.8459 5.4462 -0.0054 -0.0022 -0.0108
Si 9.5033 10.8228 6.7899 0.0488 0.025 0.0154
Si 12.2403 13.6097 6.8006 -0.0411 0.0096 -0.0084
Si 9.5464 5.4779 6.8026 -0.0029 -0.0299 0.0008
Si 12.2273 8.1183 6.8002 0.0202 0.0027 -0.0092
Si 15.008 10.8881 6.7728 -0.0273 -0.0144 0.0163
Si 6.7289 13.5569 6.8012 0.0144 0.0203 0.0199
Si 14.9275 5.436 6.8071 0.013 0.0263 -0.0007
Si 6.8397 8.2029 6.8129 0.0014 -0.0259 -0.008
Si 8.1722 9.5347 8.2233 -0.0248 -0.0573 0.0129
Si 10.9013 12.1673 8.1265 -0.0191 0.0063 0.0098
Si 8.1192 4.0891 8.071 0.0436 -0.0015 0.0142
Si 10.8922 6.8055 8.2179 0.0055 0.0021 0.0272
Si 13.6235 9.5135 8.0905 -0.0322 -0.0141 0.0019
Si 16.3338 12.1788 8.2205 -0.0049 0.072 0.0052
Si 13.541 14.9921 8.1641 -0.0066 -0.0053 0.0285
Si 16.3211 6.8364 8.1311 -0.0144 0.0191 0.0249
Si 9.5775 8.2224 9.565 -0.034 0.021 -0.043
Si 12.3104 10.8192 9.5187 0.0381 -0.0222 -0.0725
Si 9.4532 13.5431 9.3625 0.0266 0.0102 0.0079
Si 12.2097 5.4353 9.6114 0.0074 0.032 -0.0462
Si 14.9792 8.223 9.5064 0.0632 0.0109 0.0052
Si 6.8453 10.8533 9.6544 -0.0074 -0.0295 -0.0531
Si 14.8846 13.5715 9.422 0.0097 0.0549 -0.0322
Si 6.8192 5.4867 9.4688 -0.0143 -0.0151 0.0469
Si 10.9625 9.5351 10.989 0.0115 0.0235 0.0365
Si 13.5888 12.2566 10.8798 0.0088 -0.0134 -0.0097
Si 10.7495 14.8163 10.7792 -0.0063 -0.0331 -0.039
Si 13.6448 6.8756 10.8759 -0.0427 -0.1236 0.0386
Si 5.4018 9.534 11.0066 0.0573 -0.0034 -0.052
Si 8.2576 12.2776 10.9561 -0.053 0.0725 0.0124
Si 16.2673 14.9322 10.6714 0.0256 -0.0793 -0.0061
Si 8.205 6.8547 10.8491 0.0107 0.0351 0.0786
Si 10.0595 11.3538 12.2815 0.0783 -0.0316 -0.0566
Si 11.3119 5.962 13.2206 0.0081 0.11 -0.1205
Si 9.3483 5.2563 12.1345 -0.0019 -0.0504 0.0057
Si 12.1921 8.0128 12.3747 -0.1348 -0.0806 0.05
Si 4.3493 11.2899 12.2989 -0.0008 0.0093 -0.106
Si 14.7674 8.299 19.5741 0.0231 -0.0458 -0.1947
Si 14.9076 5.3136 12.0754 0.0253 -0.0484 -0.0454
Si 6.7775 8.0932 12.2761 -0.0801 0.0027 -0.1039
Si 11.8773 13.2595 12.1544 -0.0523 0.0932 -0.0961
Si 7.5477 12.0336 16.4933 0.0434 -0.0009 -0.0879
Si 6.6794 7.7941 -11.2313 -0.061 -0.0171 -0.0824
Si 10.9613 5.6631 15.4687 0.092 -0.1 0.0083
Si 7.8134 5.8051 17.9907 -0.0535 0.026 -0.1046
Si 6.589 13.5173 12.0957 0.1021 0.0806 -0.0095
Si 5.7714 6.7379 18.0701 0.1126 -0.1075 0.0593
Si 8.4057 9.8511 14.4527 -0.0253 0.0116 0.0476
Si 15.8834 12.3141 18.1556 0.0769 0.0379 -0.0191
Si 14.7103 4.2195 18.0912 0.0208 -0.0019 -0.0459
Si 7.4649 4.4283 13.4329 -0.0984 0.0411 -0.1105
Si 11.6776 13.3271 -9.9359 0.0151 0.0225 0.0841
Si 9.7025 8.0068 16.6383 -0.0642 -0.0329 -0.0578
Si 15.2601 7.159 -6.756 0.0138 0.0207 0.2875
Si 10.9433 9.7485 18.8589 -0.0348 0.0138 -0.1835
Si 13.5515 10.2154 17.5634 -0.002 -0.0032 -0.0914
Si 13.5684 11.7794 -11.9451 -0.042 -0.0224 -0.1121
Si 8.9036 11.7566 19.3449 -0.0062 -0.0118 -0.2084
Si 13.0616 15.1394 13.2167 0.0185 -0.041 -0.075
Si 14.7981 9.6588 22.2753 0.0292 -0.0122 -0.2347
Si 13.1728 6.9026 -1.8911 0.0021 -0.0081 0.1416
Si 15.8451 12.5987 22.6778 0.0434 0.0575 -0.3412
Si 8.8177 5.8178 -10.7916 0.0115 -0.0156 0.0088
Si 5.4754 12.6817 -12.7766 0.0365 0.0397 -0.1681
Si 9.0814 5.1682 -7.8983 0.0522 0.0834 0.225
Si 8.8332 6.6612 -1.7468 -0.0442 -0.0445 0.2141
Si 8.2341 4.0296 15.5942 -0.0861 0.1014 -0.1067
Si 8.1821 4.612 19.9764 0.1211 -0.1001 -0.1799
Si 10.714 13.4172 23.5457 0.0047 0.0243 -0.3362
Si 13.1796 5.6416 20.2369 0.0435 -0.0274 -0.2095
Si 8.119 8.03 -4.067 -0.0089 0.0041 0.1597
Si 11.025 7.4696 20.8241 -0.0003 -0.034 -0.2352
Si 9.7291 7.6722 -6.3814 -0.0544 0.1033 0.2586
Si 12.5917 14.1616 -4.3355 0.0266 0.0444 0.3107
Si 5.8217 6.2014 13.3772 0.1336 -0.1098 -0.0973
Si 11.2888 4.8181 -12.0509 0.0292 -0.0514 -0.1552
Si 12.0185 8.8768 23.3489 0.0151 -0.0248 -0.2614
Si 13.6163 4.7396 15.4517 -0.1733 0.0326 -0.077
Si 10.5301 13.7055 20.679 -0.1158 0.1347 -0.2308
Si 9.3126 10.6823 -3.7734 0.06 0.001 0.1779
Si 11.7287 14.6249 -7.1744 0.0408 0.0092 0.25
Si 8.7616 12.1211 -9.3438 0.027 -0.0767 0.1691
Si 13.5251 8.835 -11.8751 -0.0171 -0.0096 -0.1193
Si 8.3582 6.7943 21.8608 -0.0316 -0.087 -0.3249
Si 6.2083 8.2259 23.6102 0.0229 -0.0159 -0.2297
Si 14.8455 5.5413 -4.0659 -0.0232 -0.0211 0.2437
Si 13.9272 9.6015 14.5242 0.0522 -0.0115 -0.0585
Si 8.5897 10.4582 -6.6688 -0.006 -0.0844 0.2845
Si 12.3833 6.6363 -7.4724 0.0202 0.0212 0.1991
Si 7.0831 14.7508 -9.4686 0.024 0.0303 0.0782
Si 4.716 7.1092 15.199 0.0685 0.0548 -0.0488
Si 12.9473 6.582 -10.2914 -0.0103 0.013 0.0536
Si 6.0732 9.254 -5.5511 0.0497 -0.0591 0.1988
Si 7.1898 10.6498 -11.4015 0.0159 -0.0032 -0.0839
Si 15.8358 5.7946 -9.4153 -0.0279 0.0836 0.1315
Si 15.7382 7.2899 -13.4001 -0.0417 0.0054 -0.2499
O 13.061 12.434 -1.2675 0.0254 0.0175 -0.0591
O 9.7985 7.9724 -1.6218 -0.0094 0.0174 -0.0476
O 16.2396 9.1182 -1.5601 0.0171 0.0734 -0.1147
O 6.4827 11.3737 -2.1556 0.0253 -0.0048 -0.035
O 6.9879 13.8996 -2.5339 0.0127 0.0046 -0.0528
O 11.4133 14.5362 -3.2741 0.0538 -0.0569 -0.1912
O 10.6566 10.128 -3.0577 -0.0443 0.0361 -0.1195
O 9.5741 10.7461 13.7446 -0.0615 0.0012 -0.006
O 14.2307 6.2578 15.4433 0.0292 -0.0048 0.0433
O 12.7759 8.8954 13.6368 0.0517 0.0651 -0.0444
O 7.3999 4.7358 16.7916 0.0208 -0.0202 0.044
O 14.5105 10.8772 13.7115 -0.0376 0.0273 0.0497
O 5.5046 12.4036 12.7023 -0.0711 -0.0226 -0.0048
O 8.3734 11.5976 17.8118 0.0005 -0.0103 0.0904
O 16.2782 7.8713 19.1692 -0.0956 0.0997 0.0434
O 14.0416 8.8161 18.2185 0.0005 -0.0376 0.046
O 7.575 13.2204 -9.46 -0.0459 0.0037 -0.0315
O 7.5432 10.8266 15.4158 -0.0069 -0.0034 0.0261
O 9.556 7.7673 -4.768 0.0625 -0.048 -0.1263
O 11.6274 7.7299 22.297 0.039 0.0494 0.1848
O 12.2507 13.8297 -8.4927 0.0086 -0.0379 -0.1183
O 12.3398 9.018 -12.9819 0.0003 -0.0446 0.0859
O 14.4862 14.7639 16.5157 0.0157 -0.0239 -0.0172
O 14.7956 11.034 -2.5692 0.0057 -0.0281 -0.0068
O 7.6422 4.4846 -8.0744 -0.0477 -0.0347 -0.0818
O 15.2974 13.7256 18.6667 -0.026 0.0114 0.0164
O 7.5286 5.648 21.0671 -0.0349 0.0717 0.2099
O 16.0319 6.3377 -7.9055 0.0448 -0.0702 -0.1409
O 8.2862 13.3089 15.8256 0.0106 -0.056 0.0751
O 12.2447 5.5775 -1.6968 0.0179 0.0261 -0.0383
O 12.1628 4.8296 16.1536 -0.0068 0.0087 0.1443
O 7.7585 6.9845 -2.9169 -0.0528 0.0555 -0.1679
O 7.493 9.1725 13.3096 0.0456 -0.0057 -0.0283
O 15.4983 11.0336 22.6937 -0.0181 -0.0384 0.1043
O 11.2851 7.4983 -6.6881 0.065 -0.0201 -0.0735
O 14.3032 5.8138 -9.8813 0.0058 -0.0415 -0.0371
O 8.7659 11.5102 -7.8525 0.021 0.1077 -0.1693
O 15.1685 8.5895 14.6958 0.0182 -0.022 0.0339
O 12.4015 5.9156 -11.656 0.0009 0.0116 -0.0069
O 14.0456 6.9984 20.1873 -0.0104 0.0073 0.0742
O 11.5497 8.6068 19.8088 0.0289 -0.0347 0.1033
O 9.6452 4.1925 20.5775 0.1604 -0.077 0.1657
O 12.1802 10.6563 18.3218 -0.0093 0.0209 0.0382
O 7.0098 10.3576 -6.2782 0.0097 0.0575 -0.1108
O 10.9501 7.1042 16.1963 0.0486 -0.0046 -0.0357
O 8.9263 6.366 -6.8495 -0.0382 -0.1128 -0.121
O 12.3018 8.1941 -2.3645 -0.014 -0.0026 -0.1025
O 13.3628 12.8378 -3.8243 -0.0168 0.022 -0.1202
O 9.3253 6.081 22.9309 0.0747 -0.0453 0.1635
O 8.9828 8.6236 15.3333 0.0282 0.0013 -0.0085
O 15.3206 6.2821 -5.4036 0.0337 0.0679 -0.1891
O 9.5149 5.7717 -9.3356 0.0136 0.0044 -0.078
O 5.9387 14.2023 -13.0801 0.0018 -0.0716 0.132
O 7.2287 14.1757 19.8096 -0.0162 -0.0656 0.0559
O 9.6833 5.3914 -2.2972 -0.0074 0.0443 -0.0939
O 11.9746 6.4707 -9.018 -0.0227 -0.0222 -0.121
O 5.4714 9.8436 -4.1765 0.0167 -0.0176 -0.1352
O 6.2185 11.9493 -11.532 0.0087 0.0075 0.0788
O 16.112 4.8234 -3.3464 -0.0212 0.046 -0.1373
O 12.1467 13.8147 20.7264 0.0703 -0.0143 0.0873
O 14.5284 13.367 22.0963 0.0147 -0.0342 0.1084
O 13.018 8.1874 -10.5015 -0.0056 0.0274 0.0081
O 6.9797 7.9583 -5.1905 -0.0272 -0.0136 -0.065
O 11.9724 13.8198 -5.7901 -0.0676 -0.0226 -0.2162
O 5.527 7.3322 16.5753 -0.0497 0.0562 0.0145
O 11.3997 14.5388 -10.948 -0.0197 -0.0047 0.0278
O 13.4153 4.7042 18.9323 -0.0648 0.0093 0.0907
O 11.6191 6.0693 20.282 -0.0436 0.0141 0.0652
O 12.2257 14.0047 23.3004 -0.0327 -0.0053 0.1514
O 7.344 7.8828 22.4875 -0.0627 0.0578 0.1393
O 9.7104 14.5687 24.0785 -0.0333 0.0489 0.1114
O 15.2498 13.5918 -2.0828 -0.0021 -0.0021 -0.0512
O 9.8477 5.5269 -11.9812 -0.0246 0.031 0.0306
O 10.2301 9.2061 17.5298 0.0279 0.0724 0.0771
O 16.2611 13.1256 24.1394 0.0141 0.044 0.2139
O 8.1936 7.2826 -11.0432 0.0324 0.0265 0.0057
O 12.6253 11.5921 -13.2567 0.0264 0.0546 0.0878
O 9.4551 10.9152 -5.365 -0.0028 0.0194 -0.1794
O 15.6404 8.4277 22.9298 0.0248 -0.0392 0.1119
O 14.2602 6.655 -3.054 0.0644 -0.0268 -0.1456
O 10.2474 12.6426 -9.6575 -0.0077 0.0008 -0.057
O 8.4331 10.9972 -10.4479 0.0033 0.0002 -0.0408
O 5.8528 11.8109 19.4364 -0.0168 -0.0242 0.0296
O 13.7566 7.4154 -7.2554 -0.0364 0.013 -0.0967
O 15.8318 8.6595 -6.5303 -0.0502 -0.0133 -0.0893
O 14.6792 11.3323 17.7914 -0.0136 0.0027 0.0076
O 13.5649 4.8535 21.6098 0.0154 -0.0219 0.1202
O 15.7381 5.426 18.2831 -0.1152 -0.0121 0.0305
O 5.5072 4.258 -9.515 -0.0033 -0.0489 -0.023
O 6.3149 12.7874 21.7945 -0.1119 -0.0276 0.1977
O 6.2889 7.7136 -12.8015 0.0609 0.0414 0.0555
O 12.5299 5.1279 -6.9222 0.0071 -0.0001 -0.0673
O 14.6006 7.7441 -12.3666 -0.0189 0.001 0.0973
O 10.7006 9.8092 23.5865 -0.0522 0.0169 0.0898
O 13.3261 10.0273 15.966 -0.0212 0.0416 0.0427
O 5.7451 6.812 -10.3756 0.0343 0.0056 0.0091
O 13.6791 4.4745 -4.3855 -0.009 -0.0166 -0.1112
O 9.403 7.4857 20.8223 -0.0041 0.0213 0.0936
O 14.8073 9.4779 20.668 -0.0124 0.0647 0.1612
O 13.265 9.7206 22.7672 -0.0718 -0.0085 0.1106
O 10.1572 4.078 -7.3823 -0.0674 -0.0065 -0.0755
O 12.7491 12.3536 -10.6728 0.0006 0.0019 0.0277
O 10.1401 12.9565 22.0816 0.0252 -0.0472 0.238
O 8.8373 12.0742 -3.1106 0.0339 -0.045 -0.1302
O 6.4871 9.3331 -10.7703 -0.0068 0.0144 0.0313
O 9.6901 4.7089 15.7512 0.0679 -0.0221 -0.0249
O 8.172 9.5516 -3.4938 -0.0515 -0.0234 -0.0293
O 10.0626 12.9037 19.3666 0.0523 -0.0088 0.0672
O 9.1412 8.9955 -7.102 0.0088 -0.0069 -0.1019
O 8.7741 7.0157 17.4929 0.026 0.0103 0.0438
O 7.7223 4.6224 -10.7632 -0.0163 -0.0041 -0.0222
O 6.0222 12.4138 16.8922 -0.0524 0.0098 0.0317
O 14.1593 10.3002 -11.595 0.0218 0.0257 0.0559
O 7.682 10.2828 -12.9033 0.0147 -0.0329 0.1148
O 9.7664 10.4404 19.7264 -0.0069 0.0254 0.1015
O 14.7868 12.7324 -12.4056 -0.0083 0.0067 0.0357

Results
free energy: -158271.401 eV
free energy less fixed offsets of O -570.45, Si -639.56 eV per atom: -2.561 eV

The program warned: the cutoff lies below the one the program advises for these potential files; the forces do not sum to zero within the program's tolerance; empty levels may hold ghost states of the PAW files; the exchange-correlation potential is rough where the density is thin.
